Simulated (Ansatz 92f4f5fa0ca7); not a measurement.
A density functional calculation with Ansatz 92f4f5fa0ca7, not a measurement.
Periodic cell of 223 atoms, Si133O90, from a study of silicon, its oxide and their interface. The atomic structure is a simulated model.
This geometry differs little from another in the collection (a relaxation step or a small displacement).

Settings: functional PBE; potential files Ansatz PAW; basis plane waves; wave-function cutoff 700 eV; density cutoff ratio 5; exchange-correlation grid ratio 1; k mesh 2 x 2 x 1, shifted by 0.5 0.5 0.5 of a step; self-consistency stop 5e-08 eV per atom in the density residual; occupations fixed; spin none; net charge 0.

Cell vectors (angstrom)
a  10.938  0  0
b  0  10.938  0
c  0  0  32.1988

Atoms: element, x, y, z (angstrom)
Si  10.5814  0.2243  24.8615
Si  5.734  10.6793  24.7395
Si  2.4754  2.9166  24.6364
Si  8.4217  2.4639  24.8227
Si  0.2714  5.1672  24.7515
Si  5.1493  5.7487  24.6866
Si  2.9299  8.0076  24.5942
Si  7.9357  8.4372  24.7299
Si  1.3251  1.3825  26.0308
Si  6.8428  1.3084  26.1186
Si  4.0406  4.1047  25.9856
Si  9.605  4.0586  26.0814
Si  1.3942  6.8269  25.9977
Si  6.7641  6.8524  26.0212
Si  4.0988  9.534  25.995
Si  9.4599  9.5701  26.1463
Si  2.7237  -0.0071  27.3404
Si  8.1559  -0.0211  27.5582
Si  0.0068  2.7152  27.4846
Si  5.4369  2.7435  27.3624
Si  2.7247  5.4654  27.428
Si  8.1814  5.4708  27.3493
Si  -0.0105  8.182  27.3704
Si  5.4369  8.1985  27.446
Si  4.0765  1.3644  28.7406
Si  9.5754  1.3532  28.8453
Si  1.3634  4.1058  28.8128
Si  6.8255  4.1023  28.7382
Si  4.0952  6.8169  28.8046
Si  9.5505  6.8233  28.7459
Si  1.3628  9.5659  28.7332
Si  6.7822  9.543  28.8602
Si  0.0192  -0.0257  30.1635
Si  5.4227  0.0119  30.1624
Si  2.7354  2.7245  30.1528
Si  8.1885  2.7485  30.1417
Si  -0.0263  5.4689  30.1412
Si  5.4805  5.4551  30.153
Si  2.7192  8.2097  30.1284
Si  8.2022  8.1759  30.1632
Si  1.3761  1.3543  31.5337
Si  6.8227  1.3774  31.499
Si  4.1116  4.0881  31.5188
Si  9.56  4.0999  31.5203
Si  1.3502  6.845  31.4849
Si  6.8449  6.8136  31.5417
Si  4.074  9.5682  31.5254
Si  9.577  9.5508  31.5219
Si  2.7365  -0.0068  0.7205
Si  8.1955  0.0062  0.6577
Si  -0.0054  2.7306  0.6899
Si  5.4812  2.7283  0.6976
Si  2.7303  5.4902  0.6478
Si  8.2145  5.45  0.7184
Si  0.0101  8.1858  0.6913
Si  5.466  8.207  0.6876
Si  4.1305  1.3603  2.0716
Si  9.5575  1.3502  2.0488
Si  1.3752  4.1321  2.0206
Si  6.8489  4.0774  2.0807
Si  4.0986  6.8294  2.0483
Si  9.5871  6.8306  2.0679
Si  1.3766  9.5399  2.0683
Si  6.8311  9.5985  2.043
Si  -0.0138  -0.0351  3.3916
Si  5.4954  0.0082  3.4782
Si  2.7715  2.7894  3.3622
Si  8.1945  2.6881  3.4601
Si  0.029  5.4725  3.4397
Si  5.4744  5.4655  3.4093
Si  2.7682  8.2006  3.4556
Si  8.2054  8.2286  3.3791
Si  1.3892  1.3928  4.6283
Si  6.847  1.3453  4.9182
Si  4.1523  4.085  4.8073
Si  9.5796  4.08  4.7648
Si  1.4148  6.8278  4.8284
Si  6.8228  6.8885  4.7279
Si  4.136  9.5746  4.8494
Si  9.553  9.5499  4.795
Si  2.7452  0.1138  6.0557
Si  8.2078  -0.0643  6.2741
Si  0.029  2.6699  6.0461
Si  5.4746  2.7267  6.2944
Si  2.8164  5.4747  6.1875
Si  8.174  5.4802  6.0379
Si  0.011  8.187  6.1571
Si  5.5285  8.2206  6.236
Si  3.8362  1.5715  7.6035
Si  9.8416  1.138  7.4573
Si  1.63  3.7964  7.3154
Si  6.6534  4.4164  7.4795
Si  4.4083  6.6307  7.5502
Si  9.3647  6.9475  7.4065
Si  1.1432  9.9191  7.2926
Si  7.1593  9.2263  7.673
O  8.3069  8.0821  7.9204
O  2.7142  2.7312  7.9591
O  9.5162  1.3492  24.2629
O  4.0456  6.8637  24.1219
O  0.0338  0.0257  7.9617
O  5.5316  5.5108  8.0369
O  6.8455  9.5703  24.1945
O  1.3665  4.0612  24.1626
O  3.863  7.3841  8.9384
O  0.8125  4.372  8.6067
O  9.8132  6.1702  8.7991
O  2.1217  9.384  8.4956
O  7.5136  3.9259  8.8008
O  4.2699  0.9226  9.0706
O  6.7314  9.5588  9.2272
O  9.2128  1.8559  8.8027
O  7.7045  3.1501  23.5168
O  10.4927  5.8427  23.4424
O  5.0869  0.4355  23.4011
O  5.8568  5.0899  23.3556
O  3.1007  2.207  23.272
O  2.2929  8.7207  23.2257
O  8.6179  7.7559  23.3918
O  0.2265  10.3331  23.5877
Si  4.3868  1.5699  22.468
Si  3.4901  7.9319  14.0287
Si  7.1186  0.9593  14.6643
Si  0.9404  9.3544  22.5211
Si  1.1807  4.3102  11.8804
Si  6.2665  8.9655  15.3161
Si  0.6776  1.3688  12.2941
Si  8.6239  4.9524  20.5102
Si  0.327  5.713  9.3611
Si  5.101  3.1231  17.9406
Si  0.8847  3.746  16.7442
Si  10.4026  2.8487  19.2276
Si  5.2813  1.183  10.349
Si  0.8846  0.1772  19.8471
Si  6.6453  9.462  10.8652
Si  9.3382  9.679  18.3233
Si  9.391  9.2479  12.569
Si  6.5677  3.8441  22.5843
Si  2.442  8.069  9.3774
Si  10.5897  7.369  17.0759
Si  2.511  6.2934  16.5766
Si  10.1769  4.4917  14.1879
Si  6.1375  9.1862  18.5125
Si  7.9711  2.5728  9.5791
Si  8.8797  2.146  12.4511
Si  5.3383  6.2459  18.0645
Si  3.9216  0.5579  19.4668
Si  4.2781  3.8399  12.049
Si  5.5437  6.6029  12.1368
Si  8.0133  2.5057  17.2173
Si  4.3597  2.4806  14.9651
Si  1.5398  1.213  15.2554
Si  1.5711  9.415  12.0418
Si  8.0515  6.8526  13.8646
Si  10.3806  9.8376  15.4856
Si  9.805  7.0137  22.5511
Si  8.1086  5.4855  17.4076
O  6.0472  7.961  11.2915
O  6.0188  9.2062  16.8947
O  7.6798  1.3654  13.1941
O  0.8953  1.7477  13.8643
O  9.4276  6.2571  16.8803
O  6.7614  6.2029  13.135
O  5.1313  4.661  18.6071
O  9.2294  2.1602  18.2727
O  2.3655  0.098  19.0787
O  9.4098  10.2331  16.7633
O  2.7889  4.4349  11.7111
O  5.0646  10.3234  19.1032
O  9.4254  3.2416  13.4949
O  0.4561  1.7663  19.9579
O  3.1539  1.3615  15.0616
O  8.1643  5.3766  19.0211
O  3.8925  6.5997  17.3893
O  4.5747  3.2824  16.3851
O  9.0638  5.6686  14.3115
O  5.4483  2.7578  22.1327
O  10.6733  4.1488  15.6851
O  0.3433  3.8682  18.2801
O  10.4243  10.5173  19.2162
O  9.6431  10.0272  14.0271
O  10.9043  8.1208  22.0882
O  1.1929  2.1628  16.5274
O  9.7326  3.7523  20.415
O  8.1329  4.0341  16.6789
O  -0.0411  9.105  11.9053
O  6.5852  2.4182  18.0057
O  5.582  10.7185  11.1973
O  7.7487  9.5932  18.8413
O  10.0285  1.0252  12.0599
O  1.313  6.9583  9.0613
O  0.6249  4.766  13.3507
O  5.7052  7.6241  18.9796
O  5.2366  5.0869  11.5188
O  2.7137  6.9885  15.116
O  0.9101  2.746  11.4645
O  0.8607  10.6861  15.5474
O  2.4042  8.5863  10.9117
O  4.6976  2.4323  11.271
O  4.2532  3.5104  13.679
O  2.2009  4.6844  16.4842
O  10.704  8.2503  15.6963
O  6.9293  10.2919  14.6676
O  2.3433  8.9561  13.4238
O  8.0333  1.5234  15.9073
O  4.1281  6.9963  12.8556
O  4.1776  2.0113  18.7239
O  7.2893  4.4166  21.2585
O  8.4112  2.9294  11.104
O  1.1792  6.865  17.3578
O  5.6534  1.5749  14.7594
O  8.1306  9.7582  11.589
O  9.2015  6.2879  21.2336
O  8.96  7.7166  12.8535
O  1.6524  0.1214  11.8764
O  6.644  6.1499  17.061
O  7.3971  7.8026  15.0376
O  1.2111  10.2959  21.2251
O  10.0322  8.2014  18.3547
O  3.948  0.8493  21.0801
O  0.3396  5.338  10.9307
O  6.6988  1.573  9.6413
O  4.778  8.7079  14.6805

Results
free energy: -135754.182 eV
free energy less fixed offsets of O -569.03, Si -635.61 eV per atom: -5.352 eV

Forces (eV/angstrom), in the order of the atoms: element, x, y, z
Si  -0.0199  0.0084  -0.0353
Si  0.0208  -0.0092  -0.0422
Si  -0.0119  0.0125  -0.0382
Si  0.0123  -0.0146  -0.0385
Si  0.0101  -0.018  -0.039
Si  -0.0149  0.0149  -0.0415
Si  0.0134  -0.013  -0.0401
Si  -0.0052  0.0211  -0.036
Si  0.0006  0.0057  0.0007
Si  0.0009  -0.0072  -0.0036
Si  0.003  0.0029  0.0097
Si  0.0002  -0.0026  0.0013
Si  0.0043  0.0036  0.0141
Si  0.0034  0.0079  0.0126
Si  -0.0026  -0.0033  0.0093
Si  -0.0079  -0.0019  -0.0075
Si  0.0034  -0.0027  0.0051
Si  -0.0023  -0.0037  -0.0048
Si  0.0006  0.0011  -0.0022
Si  -0.0097  0.0086  -0.0016
Si  0.0035  0.0003  -0.0076
Si  -0.0019  0.001  -0.0041
Si  0.0072  -0.0096  -0.0044
Si  -0.0008  0.0044  -0.0061
Si  -0.0019  -0.0069  -0.0153
Si  0.0039  0.0047  -0.0201
Si  0.0003  -0.0012  -0.0163
Si  -0.0007  -0.0015  -0.014
Si  -0.0001  0.0001  -0.0141
Si  -0.0016  -0.004  -0.011
Si  -0.0004  -0.0007  -0.0157
Si  -0.0127  -0.0041  -0.0134
Si  0.0074  -0.0077  0.0031
Si  -0.0087  0.0061  -0.0027
Si  0.0109  -0.0085  0.0042
Si  -0.0097  0.0117  -0.0012
Si  -0.0117  0.0057  0.0003
Si  0.0077  -0.0038  -0.0005
Si  -0.0031  0.0135  -0.0004
Si  0.0106  -0.0104  -0.0017
Si  0.0031  -0.0062  0.0172
Si  -0.0036  0.0024  0.0156
Si  0.0054  -0.0067  0.0189
Si  -0.0017  0.0074  0.0153
Si  -0.0034  0.0007  0.0185
Si  0.0004  -0.0059  0.0191
Si  -0.0041  0.0038  0.0154
Si  0.0023  -0.0027  0.0182
Si  0.0098  -0.0029  -0.0165
Si  -0.0006  0.0004  -0.0174
Si  -0.0081  0.0062  -0.0183
Si  0.0008  0.0012  -0.0194
Si  -0.0006  0.0022  -0.0133
Si  0.0071  -0.0058  -0.0185
Si  0.0039  -0.002  -0.0161
Si  -0.0068  0.0095  -0.0223
Si  0.0112  -0.0093  0.0025
Si  -0.0153  0.0044  -0.0021
Si  0.0027  0.0118  -0.0009
Si  0.0024  -0.0098  0.0029
Si  -0.0151  0  0.0026
Si  0.0092  -0.0045  0.0041
Si  0.0021  -0.0112  0.0017
Si  -0.0003  0.0098  -0.0001
Si  -0.0161  -0.0163  0.0254
Si  0.0079  0.0057  0.0085
Si  0.0111  0.0154  0.0196
Si  -0.0135  -0.0134  0.0195
Si  0.0096  0.0037  0.0155
Si  -0.0147  -0.011  0.0165
Si  0.0014  0.0001  0.0218
Si  0.0081  0.0116  0.0118
Si  0.0047  -0.0022  -0.0057
Si  0.0009  -0.0006  -0.0116
Si  0.0002  0.0016  -0.0012
Si  -0.0005  -0.0005  0.0096
Si  -0.0012  -0.0025  -0.0026
Si  -0.0075  0.0081  0.0089
Si  0.0103  -0.0149  0.0004
Si  -0.0086  0.003  0
Si  0.0106  0.011  0.0143
Si  -0.0071  0.0024  -0.0131
Si  -0.0053  -0.0096  0.0129
Si  -0.0079  0.0035  -0.0189
Si  0.0107  0.0087  -0.0024
Si  0.0119  -0.0098  0.0052
Si  -0.0082  0.0105  -0.008
Si  0.0008  0.0041  -0.0228
Si  -0.0418  0.004  0.0333
Si  0.0302  -0.0023  0.03
Si  -0.0008  -0.0274  0.0282
Si  0.0085  0.0397  0.0368
Si  0.0176  -0.0079  0.0352
Si  -0.0289  -0.004  0.0264
Si  0.0027  0.0316  0.0268
Si  0.0233  -0.0358  0.0464
O  -0.002  0.0096  0.0189
O  0.0174  -0.0079  0.022
O  -0.0008  0.0004  -0.017
O  0.0012  0.0037  -0.0177
O  -0.0073  0.0007  0.0204
O  -0.0063  -0.003  0.0162
O  -0.0025  -0.0024  -0.017
O  -0.0002  -0.009  -0.0159
O  -0.0051  -0.0045  -0.0134
O  0.0067  0.0182  -0.0058
O  0.0146  0.0022  -0.0094
O  -0.0154  -0.028  0.0033
O  -0.0125  -0.0217  -0.006
O  0.0058  0.019  -0.0082
O  0.0021  -0.0095  -0.0089
O  -0.0131  0.0005  -0.0065
O  -0.0092  0.0004  0.0033
O  0.0032  0.0129  0.0059
O  -0.0016  0.0079  0.0073
O  -0.0026  -0.0112  0.0091
O  0.0139  0.0064  0.0104
O  -0.0123  -0.0111  0.0145
O  0.0078  -0.0003  0.0091
O  0.0046  -0.0011  0.0012
Si  0.0031  0.0016  -0.0018
Si  -0.0047  -0.0008  0.0006
Si  0.0044  -0.0014  -0.002
Si  -0.0041  0.0017  -0.0007
Si  -0.0028  0.0056  -0.0031
Si  0.0013  0  0.001
Si  0.0036  -0.0013  -0.0057
Si  -0.0006  0.0007  0.0012
Si  0.0068  0.0083  -0.0034
Si  -0.0027  -0.001  -0.0027
Si  -0.0007  0.0024  0.0032
Si  0.0031  0.0004  0.0068
Si  0.0057  0.0055  -0.0042
Si  0.0016  0.0067  0.0065
Si  0.0085  -0.0004  0.0051
Si  0.0043  -0.0005  -0.0022
Si  0.0017  -0.0006  -0.0015
Si  0.0006  -0.004  -0.0021
Si  -0.0123  -0.0035  -0.0052
Si  -0.0053  0.0059  -0.0011
Si  -0.0003  0.0008  -0.0041
Si  -0.0004  0.0023  0.003
Si  0.0018  -0.0036  -0.0058
Si  -0.0009  -0.0006  0.0003
Si  0.0004  -0.0016  -0.0036
Si  0.0028  0.0011  0.0035
Si  -0.0092  0.0039  0.0106
Si  -0.0083  0.0052  0.0076
Si  -0.0017  -0.0021  0.0068
Si  0.0031  -0.0026  -0.0003
Si  -0.0031  0.004  -0.0006
Si  0.001  -0.0027  0.0032
Si  0.005  -0.0016  -0.0006
Si  0.0008  -0.0047  0.0037
Si  -0.0002  -0.0004  -0.0023
Si  0.0011  0.001  -0.0043
Si  -0.0008  -0.0064  0.0016
O  -0.0027  0.0079  0.0041
O  0.0121  -0.0044  0.009
O  0.0153  0.0017  0.0038
O  0.0074  -0.0199  -0.0041
O  -0.0036  0.0001  -0.0028
O  0.0132  0.0217  0.0011
O  0.0011  -0.0039  -0.0113
O  -0.0043  0.0272  -0.0026
O  0.0117  0.0068  0.0094
O  0.0173  -0.0166  0.0125
O  -0.0038  -0.0011  0.0096
O  -0.0026  -0.0012  -0.009
O  0.0076  0.0031  -0.0099
O  -0.001  0.0143  -0.012
O  -0.001  0.0194  0.0013
O  0.0077  -0.0091  -0.0088
O  -0.011  -0.0058  -0.0054
O  0.0049  -0.0197  0.0113
O  -0.0008  -0.0101  -0.0002
O  -0.0027  -0.0037  0.0177
O  0.0097  -0.0047  0.0057
O  -0.0095  -0.0175  -0.0098
O  0.001  -0.0079  -0.0069
O  0.0177  -0.0229  0.0074
O  -0.0008  0.0039  0.0209
O  -0.0014  0.0077  -0.0222
O  -0.0155  0.0095  -0.0237
O  0.0004  -0.0113  0.0276
O  0.0107  0.0032  0.0076
O  0.0052  0.0114  -0.0181
O  0.0006  0.0036  -0.0096
O  0.001  0.0066  -0.0087
O  -0.001  0.0347  0.0202
O  0.0041  -0.0042  0.0265
O  -0.007  -0.0166  -0.0034
O  -0.0099  0.0025  -0.0131
O  -0.0082  -0.0098  -0.013
O  0.0093  0.0047  0.0055
O  -0.0053  0.0034  0.0152
O  -0.0229  0.001  -0.0066
O  -0.0134  0.0017  -0.0077
O  0.0162  0.0008  -0.002
O  0.0006  -0.0166  -0.0046
O  -0.0141  -0.0013  0.0052
O  -0.0075  0.0178  0.02
O  -0.0092  0.0023  0.0142
O  0.0103  -0.0058  -0.0011
O  -0.0193  0.0079  0.0014
O  0.0099  0.0109  0.0068
O  0.0127  -0.0024  -0.0014
O  0.0169  0.0014  0.0141
O  -0.0001  -0.024  -0.0041
O  0.0088  -0.0072  -0.0086
O  0.007  0.0117  0.0048
O  -0.0255  -0.0077  -0.0162
O  -0.0007  -0.014  0.0122
O  -0.017  0.0131  0.0165
O  -0.02  -0.001  0.0193
O  0.0012  0.0037  -0.0014
O  -0.0031  0.0069  -0.0032
O  -0.0113  -0.01  -0.0034
O  -0.0009  0.013  -0.0286
O  0.0049  0.0059  -0.0094
O  0.0142  -0.0086  -0.0162
O  -0.0006  0.0172  0.0239
O  0.001  -0.0065  -0.0015

The program warned: the cutoff lies below the one the program advises for these potential files; the forces do not sum to zero within the program's tolerance; the exchange-correlation potential is rough where the density is thin.
